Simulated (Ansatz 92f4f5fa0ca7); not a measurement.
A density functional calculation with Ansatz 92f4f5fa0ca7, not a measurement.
Periodic cell of 220 atoms, Si131O87Al1F1, from a study of silicon, its oxide and their interface. The atomic structure is a simulated model.
Doubt: the cutoff is far below the 930 eV that the study's wrapper takes by default for these files, so forces and energies are approximate.
Doubt: the program's own warning below bears on the result.
This geometry differs little from another in the collection (a relaxation step or a small displacement).

Settings
functional: PBE
potential files: Ansatz PAW
basis: plane waves
wave-function cutoff: 580 eV
density cutoff ratio: 5
exchange-correlation grid ratio: 1
k mesh: 1 x 1 x 1, Gamma-centred
self-consistency stop: 5e-08 eV per atom in the density residual
occupations: fixed
spin: none
net charge: 0

Cell vectors (angstrom)
a, 10.938, 0, 0
b, 0, 10.938, 0
c, 0, 0, 32.6566

Atoms: element, x, y, z (angstrom)
Si, -0.3444, 0.2932, 25.2193
Si, 5.7516, -0.4107, 25.1521
Si, 2.5145, 3.0423, 25.2013
Si, 8.4304, 2.5701, 25.2055
Si, 0.2569, 5.2394, 25.1788
Si, 5.0611, 5.8, 25.2382
Si, 2.9872, 8.1952, 25.0295
Si, 8.1021, 8.416, 25.2289
Si, 1.3589, 1.3938, 26.448
Si, 6.7643, 1.3838, 26.3913
Si, 3.99, 4.2229, 26.6031
Si, 9.6191, 4.1028, 26.5449
Si, 1.3446, 6.9601, 26.3723
Si, 6.8315, 6.8344, 26.4482
Si, 4.1551, 9.5781, 26.5663
Si, 9.536, 9.6517, 26.6021
Si, 2.7157, 0.0227, 27.8465
Si, 8.1176, 0.0648, 27.8922
Si, 0.0229, 2.7196, 27.9001
Si, 5.4329, 2.7707, 27.8309
Si, 2.6464, 5.586, 27.9042
Si, 8.1942, 5.4667, 27.8485
Si, -0.0086, 8.2473, 27.8553
Si, 5.4986, 8.1553, 27.9016
Si, 4.1018, 1.3673, 29.2383
Si, 9.5708, 1.3673, 29.2383
Si, 1.3673, 4.1018, 29.2383
Si, 6.8362, 4.1018, 29.2383
Si, 4.1018, 6.8362, 29.2383
Si, 9.5708, 6.8362, 29.2383
Si, 1.3673, 9.5708, 29.2383
Si, 6.8362, 9.5708, 29.2383
Si, 0, 0, 30.6056
Si, 5.469, 0, 30.6056
Si, 2.7345, 2.7345, 30.6056
Si, 8.2035, 2.7345, 30.6056
Si, 0, 5.469, 30.6056
Si, 5.469, 5.469, 30.6056
Si, 2.7345, 8.2035, 30.6056
Si, 8.2035, 8.2035, 30.6056
Si, 1.3673, 1.3673, 31.9728
Si, 6.8362, 1.3673, 31.9728
Si, 4.1018, 4.1018, 31.9728
Si, 9.5708, 4.1018, 31.9728
Si, 1.3673, 6.8362, 31.9728
Si, 6.8362, 6.8362, 31.9728
Si, 4.1018, 9.5708, 31.9728
Si, 9.5708, 9.5708, 31.9728
Si, 2.7345, 0, 0.6835
Si, 8.2035, 0, 0.6835
Si, 0, 2.7345, 0.6835
Si, 5.469, 2.7345, 0.6835
Si, 2.7345, 5.469, 0.6835
Si, 8.2035, 5.469, 0.6835
Si, 0, 8.2035, 0.6835
Si, 5.469, 8.2035, 0.6835
Si, 4.1018, 1.3673, 2.0507
Si, 9.5708, 1.3673, 2.0507
Si, 1.3673, 4.1018, 2.0507
Si, 6.8362, 4.1018, 2.0507
Si, 4.1018, 6.8362, 2.0507
Si, 9.5708, 6.8362, 2.0507
Si, 1.3673, 9.5708, 2.0507
Si, 6.8362, 9.5708, 2.0507
Si, 0, 0, 3.418
Si, 5.469, 0, 3.418
Si, 2.7345, 2.7345, 3.418
Si, 8.2035, 2.7345, 3.418
Si, 0, 5.469, 3.418
Si, 5.469, 5.469, 3.418
Si, 2.7345, 8.2035, 3.418
Si, 8.2035, 8.2035, 3.418
Si, 1.3324, 1.2977, 4.8221
Si, 6.8557, 1.3107, 4.7153
Si, 4.0789, 4.1338, 4.7073
Si, 9.625, 4.0795, 4.767
Si, 1.3813, 6.8622, 4.8923
Si, 6.9145, 6.7851, 4.7023
Si, 4.1053, 9.5236, 4.8273
Si, 9.6235, 9.5682, 4.8552
Si, 2.6697, -0.1076, 6.2408
Si, 8.2036, 0.0402, 6.16
Si, -0.0874, 2.6612, 6.1976
Si, 5.4323, 2.6836, 5.9309
Si, 2.8437, 5.4782, 6.208
Si, 8.3061, 5.4875, 6.1043
Si, -0.0019, 8.1958, 6.391
Si, 5.5609, 8.0766, 6.0675
Si, 3.9027, 1.5696, 7.306
Si, 9.0186, 1.7712, 7.6128
Si, 1.6547, 3.783, 7.2988
Si, 6.8332, 4.0529, 7.1576
Si, 4.7103, 6.3637, 7.4739
Si, 9.2977, 6.9881, 7.7027
Si, 1.3176, 9.5854, 7.85
Si, 7.1079, 9.2809, 7.3518
O, 1.3891, 4.1406, 24.6688
O, 7.0108, 9.5522, 24.7347
O, 2.7974, 2.6886, 7.8102
O, 8.183, 8.181, 7.9858
O, 5.7686, 5.1319, 7.9173
O, -2.1665, 2.2942, 18.7702
O, 4.0518, 6.9912, 24.5526
O, 9.5175, 1.4289, 24.6677
O, 2.1774, 8.51, 8.768
O, 0.9398, 4.3138, 8.6718
O, 9.368, 1.1462, 9.1028
O, 6.4714, 9.9906, 8.6709
O, 4.6432, 1.0433, 8.6576
O, 4.451, 7.1896, 8.8624
O, 7.8783, 2.9648, 7.9433
O, 9.6857, 6.3875, 9.2019
O, 3.2415, 2.3999, 23.8826
O, 4.9512, -0.4007, 23.6979
O, 7.8191, 3.3906, 23.9193
O, 10.561, 5.8307, 23.7985
O, 8.8031, 7.8396, 23.8645
O, 0.1317, 10.4226, 23.8774
O, 5.487, 4.7882, 24.0348
O, 1.2545, 10.4181, 21.4459
Si, 4.1253, 6.74, 12.1953
Si, 8.4538, -2.342, 14.6246
Si, 5.33, 2.8419, 13.3406
Si, 6.7257, -4.0048, 18.8783
Si, 8.5319, -9.6444, 17.5223
Si, 1.7691, -3.1738, 18.2437
Si, 0.9291, 9.5646, 22.7583
Si, 11.7746, 3.6041, 10.137
Si, 5.3475, 10.7943, 9.5046
Si, 2.6417, 4.0572, 12.4423
Si, 13.3104, -5.477, 16.5303
Si, -1.1454, 2.9771, 19.8457
Si, 10.9441, 1.2012, 15.5062
Si, 0.5039, -6.8255, 14.5243
Si, 6.5198, 0.3436, 12.2334
Al, 0.4839, 11.2813, 20.1173
Si, 14.3128, -6.0764, 20.577
Si, 6.7864, -5.7917, 11.9294
Si, 5.5085, -2.0144, 13.8217
Si, 6.483, 3.8787, 23.1235
Si, 9.5282, 0.0218, 12.845
Si, 10.6968, 0.6598, 9.9398
Si, 1.8067, -0.3426, 17.4341
Si, 4.1167, -3.1982, 20.4784
Si, 9.187, -4.9494, 13.4873
Si, 0.8657, -5.8171, 19.0104
Si, 5.9979, 2.4318, 16.2554
Si, 4.0413, 2.3038, 22.4603
Si, 4.7516, -0.4661, 16.3454
Si, 9.9181, 7.0648, 22.9549
Si, 7.5256, -1.4809, 17.3847
Si, 9.4284, 5.5675, 10.6063
Si, -2.7303, 5.2395, 21.0518
Si, 3.8439, -0.7361, 22.557
Si, 4.9449, 4.822, 17.7145
Si, 14.4607, -2.6776, 9.6636
O, 1.6712, 4.5838, 17.7066
O, 9.8816, -9.9659, 16.6979
O, 19.0225, 0.7214, 12.5133
O, 6.0691, -1.1934, 12.5195
O, 2.9491, -2.9255, 19.373
O, 5.9588, 6.1033, 17.6949
O, 3.782, -4.6217, 21.2647
O, 4.4719, 7.7497, 13.4098
O, -1.1864, 6.4211, 11.9841
O, 2.2636, 3.9509, 10.859
O, 14.5689, -7.4199, 21.4642
O, 5.0238, 1.1371, 16.3128
O, 5.6374, 1.2625, 13.2202
O, 4.1979, 4.7725, 19.1717
O, 2.5504, 9.2913, 23.4969
O, 10.3952, 4.2529, 10.7267
O, 16.6602, 3.4153, 17.5219
O, 7.9307, -0.0955, 18.1258
O, 4.1982, -1.8732, 21.4678
O, 7.5411, 1.9508, 16.3967
O, 5.6591, 2.5245, 22.6816
O, 5.9382, -1.3352, 17.0421
O, -3.2618, -2.8291, 18.2852
O, 1.5411, 0.5311, 18.7702
F, -0.811, -0.6373, 19.7859
O, 7.6132, 5.5955, 13.2666
O, 7.8417, 5.1228, 10.669
O, 17.1316, -7.2758, 12.2252
O, 5.7374, 3.2596, 14.8628
O, 9.9886, -6.2002, 14.1487
O, -1.7923, -1.4515, 13.4352
O, 3.2274, 7.5446, 11.0888
O, 1.4853, -5.7084, 15.196
O, 14.6877, 3.0096, 12.9907
O, 11.2888, -8.1404, 15.4528
O, 9.2825, -3.7435, 14.5702
O, 6.8647, -2.6727, 14.4321
O, 9.1937, 6.3992, 21.671
O, -0.5359, 0.782, 14.0011
O, 0.1886, 8.1189, 22.5499
O, 1.7668, 4.8608, 20.3441
O, 7.6685, -5.0853, 19.6517
O, 5.6098, -3.3104, 19.8522
O, 2.4249, -3.8989, 16.9292
O, 1.0941, -1.8032, 17.7255
O, 3.1878, -5.3855, 12.7783
O, 3.6653, 0.7753, 21.9049
O, 10.8204, -9.0223, 20.4998
O, 10.4539, 4.2641, 19.0644
O, 6.1175, 0.6333, 10.6927
O, 5.5382, -4.7869, 11.5943
O, 12.169, 3.6843, 13.1406
O, -4.0539, -6.0058, 21.9609
O, 3.9167, 4.956, 16.4445
O, 8.9031, -7.1678, 20.9768
O, -2.4107, -1.6267, 16.0829
O, 3.3913, -0.6782, 17.1887
O, 11.6397, 1.9752, 10.1488
O, 12.2301, 0.3219, 16.0065
O, 4.2224, 9.7041, 9.9575
O, 11.473, -0.4063, 8.9572
O, 10.34, -0.0066, 11.3992
O, 4.6731, -1.0448, 14.8192
O, 0.6308, 6.7436, 18.8584

Results
free energy: -135998.365 eV
free energy less fixed offsets of Al -1619.15, F -1619.15, O -568.88, Si -635.61 eV per atom: -2.595 eV

Forces (eV/angstrom), in the order of the atoms: element, x, y, z
Si, -0.0372, -0.0061, -0.1137
Si, -0.0342, -0.0921, -0.2789
Si, -0.0777, 0.0898, -0.1003
Si, 0.0996, -0.0909, -0.0831
Si, 0.1137, -0.1112, -0.0836
Si, -0.1046, 0.052, -0.1992
Si, 0.3893, -0.3363, 0.361
Si, -0.0982, 0.1015, -0.0536
Si, -0.0035, 0.0281, -0.0209
Si, 0.0331, 0.0828, 0.005
Si, 0.0216, -0.0097, 0.0157
Si, 0.0187, -0.0373, -0.0401
Si, 0.0211, 0.022, 0.0452
Si, 0.0114, 0.0137, -0.0515
Si, -0.0966, -0.1722, -0.0444
Si, -0.0498, 0.0338, -0.0126
Si, 0.0301, -0.0035, -0.0034
Si, -0.0097, -0.0278, -0.0442
Si, -0.011, 0.0143, -0.0306
Si, -0.0159, -0.0144, -0.0183
Si, -0.0801, -0.014, -0.0271
Si, 0.0138, 0.0152, -0.005
Si, 0.0099, -0.0522, -0.005
Si, -0.0495, 0.083, -0.0534
Si, -0.0175, 0.1269, -0.226
Si, -0.167, 0.0703, 0.1341
Si, -0.211, 0.2758, 0.2109
Si, -0.0184, -0.0994, -0.2057
Si, -0.0469, 0.059, 0.3649
Si, -0.0057, 0.0123, -0.2568
Si, 0.1201, 0.0523, -0.0774
Si, -0.1658, 0.0711, 0.2199
Si, -0.0717, -0.0413, -0.0237
Si, -0.0007, -0.1136, -0.0052
Si, 0.1196, 0.0966, -0.0314
Si, 0.0664, 0.0224, 0.0087
Si, -0.0063, -0.1562, 0.022
Si, -0.0665, -0.0841, -0.0209
Si, 0.1373, 0.0513, 0.0266
Si, 0.0483, 0.0717, -0.0253
Si, -0.0388, 0.0481, -0.0325
Si, -0.0238, 0.0035, -0.0407
Si, 0.0269, -0.0226, 0.0051
Si, -0.0622, 0.0601, 0.0007
Si, -0.0345, 0.0288, -0.0444
Si, -0.0219, -0.0047, -0.0276
Si, -0.0393, 0.0718, -0.0065
Si, 0.015, -0.0205, 0.0112
Si, 0.0362, -0.0361, 0.023
Si, -0.0266, 0.026, 0.0182
Si, -0.0185, 0.0214, 0.0113
Si, 0.0505, 0.0047, 0.0224
Si, 0.0396, -0.0483, 0.0078
Si, 0.009, -0.0664, 0.0415
Si, 0.0546, -0.0634, 0.0101
Si, 0.0119, 0.0144, 0.0037
Si, -0.0711, -0.0441, 0.0341
Si, -0.0226, 0.0075, 0.0163
Si, 0.005, -0.0129, 0.0028
Si, -0.0916, 0.0006, -0.0232
Si, 0.0373, -0.0095, 0.0124
Si, 0.0642, 0.1649, 0.0079
Si, -0.073, 0.049, 0.0134
Si, -0.0425, -0.0384, -0.0039
Si, 0.0254, -0.3583, -0.0721
Si, -0.2833, -0.4754, -0.1381
Si, -0.4603, -0.2372, 0.0672
Si, 0.1193, 0.0745, -0.1329
Si, 0.4279, 0.1941, 0.2621
Si, 0.1766, -0.026, -0.5696
Si, -0.1305, -0.0538, 0.2956
Si, 0.4936, 0.3526, -0.0745
Si, 0.019, 0.0466, 0.0359
Si, -0.0106, 0.0361, 0.0156
Si, 0.0069, -0.0265, 0.0491
Si, -0.0076, 0.0052, 0.0426
Si, 0.0041, 0.0042, 0.0204
Si, 0.0354, -0.002, 0.0434
Si, 0.0074, -0.0105, 0.0255
Si, 0.0003, -0.0253, 0.0216
Si, -0.0148, 0.0049, 0.0025
Si, 0.0367, -0.0125, 0.0183
Si, 0.0445, -0.06, -0.0162
Si, -0.054, 0.0012, 0.0417
Si, 0.0092, -0.0365, 0.0095
Si, -0.0213, 0.049, -0.0001
Si, -0.0694, 0.027, 0.0348
Si, 0.0069, -0.0216, 0.0023
Si, -0.1103, 0.0792, 0.0343
Si, -0.0804, 0.1077, 0.0665
Si, 0.08, -0.1008, 0.0812
Si, 0.0543, -0.0469, 0.1357
Si, 0.103, -0.0749, 0.0283
Si, -0.0212, 0.1115, 0.0004
Si, 0.0057, -0.033, 0.0541
Si, 0.1216, -0.1343, 0.1733
O, -0.0243, -0.007, 0.1934
O, -0.0192, -0.0357, 0.1657
O, -0.0572, 0.0399, -0.2061
O, -0.0556, 0.0684, -0.1883
O, -0.0349, 0.0224, -0.1102
O, -0.128, -0.0017, -0.1168
O, -0.0923, 0.1856, 0.2342
O, -0.0631, 0.0885, 0.1871
O, 0.0447, -0.0091, -0.0843
O, 0.029, 0.0235, -0.0761
O, 0.0062, -0.0155, -0.0796
O, -0.0235, 0.0076, -0.0951
O, 0.0554, -0.0704, 0.0014
O, -0.0221, 0.015, -0.0498
O, -0.0403, 0.0274, -0.1767
O, 0.003, 0.0044, -0.0863
O, 0.012, -0.0014, 0.1189
O, -0.154, -0.1387, 0.1601
O, 0.011, -0.0192, 0.1386
O, -0.0495, 0.0719, 0.0614
O, 0.0739, -0.0547, 0.0488
O, 0.2979, -0.1681, 0.0652
O, 0.0348, -0.0011, 0.1293
O, 0.6065, -1.0265, 1.6068
Si, 0.0072, -0.0415, 0.1637
Si, 0.0061, 0.0243, 0.1097
Si, -0.0214, -0.0067, 0.0915
Si, 0.0526, -0.0226, -0.0398
Si, 0.1529, 0.0501, 0.1785
Si, -0.1269, 0.1539, -0.044
Si, -0.5069, 0.2547, -0.6818
Si, -0.0163, 0.0053, 0.2508
Si, 0.0264, 0.0485, 0.1269
Si, 0.0097, 0.0074, 0.1657
Si, -0.0422, 0.0164, 0.1259
Si, 0.5072, -0.4119, 0.1514
Si, 0.0711, -0.0639, 0.1942
Si, 0.0057, -0.049, 0.0864
Si, 0.0199, -0.0105, 0.1908
Al, -0.0551, 0.2037, -0.3586
Si, -0.1279, 0.0273, -0.2655
Si, -0.0215, -0.0117, 0.1478
Si, -0.0066, 0.001, 0.0929
Si, -0.0188, 0.039, -0.2724
Si, -0.0295, 0.016, 0.1844
Si, 0.0269, 0.0082, 0.1242
Si, -0.1294, 0.3906, 0.5788
Si, -0.0466, -0.1799, -0.3642
Si, 0.0147, 0.0032, 0.108
Si, -0.1365, -0.0524, -0.0398
Si, 0.0372, -0.0266, 0.045
Si, -0.0506, -0.0098, -0.31
Si, -0.1296, -0.0328, 0.1218
Si, 0.0079, 0.0272, -0.2471
Si, 0.0442, 0.0355, 0.0704
Si, -0.0145, -0.0077, 0.1773
Si, 0.06, -0.1686, -0.3569
Si, 0.2933, 0.3582, -0.5284
Si, -0.0005, 0.0145, 0.0219
Si, -0.0581, -0.0321, 0.1728
O, 0.0579, 0.0126, -0.045
O, -0.0445, 0.0103, -0.0842
O, -0.0044, -0.0109, -0.079
O, 0.0051, 0.0044, -0.0721
O, 0.081, -0.019, 0.1136
O, -0.0297, -0.0236, -0.025
O, 0.028, 0.0313, 0.1189
O, 0.0071, 0.0056, -0.0735
O, -0.0132, -0.0066, -0.061
O, -0.0201, -0.002, -0.1105
O, 0.0321, -0.0284, 0.1757
O, 0.014, 0.0209, -0.0246
O, -0.0001, -0.0012, -0.0609
O, 0.0225, 0.0005, 0.039
O, -0.0272, 0.0513, 0.0158
O, 0.0168, -0.0207, -0.1132
O, -0.0212, 0.0307, 0.0019
O, -0.0632, -0.0369, -0.0336
O, -0.0972, 0.0421, 0.397
O, -0.0577, 0.0173, -0.0838
O, 0.0232, -0.0094, 0.1616
O, 0.0045, -0.0031, -0.0184
O, -0.0253, -0.0101, -0.003
O, 0.7319, -0.0907, -1.2036
F, -0.7106, -0.5965, -0.0956
O, 0.0056, 0.0053, -0.0498
O, 0.0079, -0.0036, -0.0982
O, 0.0166, 0.0097, -0.0701
O, 0.0025, 0.0109, -0.0456
O, 0.0057, 0.0042, -0.0514
O, 0.0068, -0.0111, -0.0531
O, 0.0223, 0.0316, -0.1211
O, 0.0065, 0.0167, -0.0578
O, 0.0164, -0.0022, -0.0618
O, -0.0157, 0.0172, -0.0499
O, -0.0082, -0.0031, -0.0567
O, 0.0149, -0.0108, -0.0415
O, 0.0687, 0.0896, 0.2098
O, -0.0162, -0.0065, -0.1158
O, 0.1387, 0.0366, 0.2554
O, 0.1015, 0.0456, 0.1104
O, -0.0267, 0.0325, 0.0884
O, -0.0683, 0.0344, 0.1181
O, 0.0409, -0.0638, -0.0532
O, 0.0393, -0.1886, -0.0548
O, 0.0215, 0.0202, -0.0812
O, 0.057, -0.0085, 0.2037
O, -0.6882, 1.3234, 0.0756
O, -0.0017, 0.0922, 0.0064
O, -0.0267, -0.0203, -0.135
O, -0.0162, 0.0129, -0.0855
O, -0.0046, 0.0029, -0.071
O, -0.0554, -0.0039, 0.1828
O, 0.0118, 0.006, -0.0234
O, -0.1347, 0.1654, 0.139
O, -0.0065, -0.0149, -0.0611
O, 0.1991, -0.0514, -0.1474
O, 0.0121, -0.0061, -0.0773
O, -0.0655, 0.0368, -0.199
O, 0.0105, -0.0012, -0.062
O, 0.0008, -0.0096, -0.0979
O, 0.017, 0.0252, -0.1119
O, 0.0305, 0.0027, -0.059
O, 0.0483, -0.0194, 0.0266

The program warned: the cutoff lies below the one the program advises for these potential files; the model core charge is not resolved on the grid; the forces do not sum to zero within the program's tolerance; the exchange-correlation potential is rough where the density is thin.
